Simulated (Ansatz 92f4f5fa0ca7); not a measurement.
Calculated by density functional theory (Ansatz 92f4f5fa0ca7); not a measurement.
Periodic cell of 212 atoms, Si132O80, from a study of silicon, its oxide and their interface. The atomic structure is a simulated model.
Doubt: the cutoff is far below the 930 eV that the study's wrapper takes by default for these files, so forces and energies are approximate.
This geometry differs little from another in the collection (a relaxation step or a small displacement).

Settings
functional: PBE
potential files: Ansatz PAW
basis: plane waves
wave-function cutoff: 580 eV
density cutoff ratio: 5
exchange-correlation grid ratio: 1
k mesh: 1 x 1 x 1, Gamma-centred
self-consistency stop: 5e-08 eV per atom in the density residual
occupations: fixed
spin: none
net charge: 0

Cell vectors (angstrom)
a	10.938	0	0
b	0	10.938	0
c	0	0	31.1572

Atoms: element, x, y, z (angstrom)
Si	-0.4888	0.3015	23.7925
Si	6.1526	-0.4355	23.5702
Si	2.2469	3.249	23.863
Si	8.8141	2.1631	23.8959
Si	0.4372	4.8619	23.983
Si	5.0955	5.9982	23.6307
Si	3.3226	7.7245	23.7549
Si	7.9115	8.7462	23.756
Si	1.374	1.312	24.9122
Si	6.9132	1.3044	24.9911
Si	4.1491	4.1757	24.9138
Si	9.6011	3.981	25.1671
Si	1.4494	6.7978	24.9532
Si	6.878	6.9039	24.9048
Si	4.283	9.5695	24.8659
Si	9.5402	9.6166	25.2032
Si	2.8007	-0.0439	26.2661
Si	8.1749	0.0226	26.4959
Si	0.0758	2.6348	26.4451
Si	5.486	2.731	26.2878
Si	2.7692	5.4512	26.3917
Si	8.1896	5.4777	26.3324
Si	0.048	8.1627	26.348
Si	5.5203	8.2026	26.3703
Si	4.1018	1.3673	27.7389
Si	9.5708	1.3673	27.7389
Si	1.3673	4.1018	27.7389
Si	6.8362	4.1018	27.7389
Si	4.1018	6.8362	27.7389
Si	9.5708	6.8362	27.7389
Si	1.3673	9.5708	27.7389
Si	6.8362	9.5708	27.7389
Si	0	0	29.1062
Si	5.469	0	29.1062
Si	2.7345	2.7345	29.1062
Si	8.2035	2.7345	29.1062
Si	0	5.469	29.1062
Si	5.469	5.469	29.1062
Si	2.7345	8.2035	29.1062
Si	8.2035	8.2035	29.1062
Si	1.3673	1.3673	30.4734
Si	6.8362	1.3673	30.4734
Si	4.1018	4.1018	30.4734
Si	9.5708	4.1018	30.4734
Si	1.3673	6.8362	30.4734
Si	6.8362	6.8362	30.4734
Si	4.1018	9.5708	30.4734
Si	9.5708	9.5708	30.4734
Si	2.7345	0	0.6835
Si	8.2035	0	0.6835
Si	0	2.7345	0.6835
Si	5.469	2.7345	0.6835
Si	2.7345	5.469	0.6835
Si	8.2035	5.469	0.6835
Si	0	8.2035	0.6835
Si	5.469	8.2035	0.6835
Si	4.1018	1.3673	2.0507
Si	9.5708	1.3673	2.0507
Si	1.3673	4.1018	2.0507
Si	6.8362	4.1018	2.0507
Si	4.1018	6.8362	2.0507
Si	9.5708	6.8362	2.0507
Si	1.3673	9.5708	2.0507
Si	6.8362	9.5708	2.0507
Si	0	0	3.418
Si	5.469	0	3.418
Si	2.7345	2.7345	3.418
Si	8.2035	2.7345	3.418
Si	0	5.469	3.418
Si	5.469	5.469	3.418
Si	2.7345	8.2035	3.418
Si	8.2035	8.2035	3.418
Si	1.3794	1.3536	4.7473
Si	6.8086	1.4142	4.8595
Si	4.0774	4.1258	4.7533
Si	9.5785	4.1238	4.8588
Si	1.3498	6.8144	4.8356
Si	6.8219	6.858	4.7235
Si	4.05	9.5976	4.8366
Si	9.4697	9.6508	4.696
Si	2.6782	0.0319	6.2472
Si	8.1379	-0.0131	6.2133
Si	0.0649	2.699	6.1602
Si	5.4632	2.8718	6.2066
Si	2.6639	5.3361	6.2208
Si	8.1878	5.5852	6.1836
Si	-0.1117	8.288	5.999
Si	5.3981	8.1425	6.1053
Si	3.7619	1.7935	7.4196
Si	10.0146	0.9328	7.323
Si	1.8622	3.4443	7.5519
Si	6.3243	4.8088	7.3817
Si	4.4392	6.3532	7.3431
Si	8.9923	7.5391	7.3073
Si	0.7047	10.0614	7.2869
Si	7.1195	9.0834	7.3722
O	0.6184	9.4109	8.838
O	1.3067	3.63	9.1041
O	9.7519	1.3923	8.912
O	6.6036	9.209	8.9562
O	4.5312	1.1974	8.78
O	3.8624	6.6402	8.8799
O	6.7888	5.0438	9.0425
O	9.3731	7.6161	8.9376
O	2.2816	3.2277	22.1659
O	6.0188	11.0766	21.9918
O	8.4446	2.6906	22.3758
O	0.0248	4.677	22.3435
O	8.7232	8.471	22.3091
O	2.8839	8.1941	22.2109
O	5.6452	5.7034	22.0752
O	10.5879	10.4454	22.3082
Si	1.3543	4.3679	21.4137
Si	1.5056	3.7226	15.6807
Si	8.7569	0.6878	9.9978
Si	6.2084	0.8409	20.525
Si	0.3408	13.4	19.3449
Si	4.0662	6.7815	10.4923
Si	10.0882	9.0497	21.5863
Si	3.6292	7.5874	18.9973
Si	8.6212	5.4724	19.3897
Si	5.0989	14.0908	19.0592
Si	0.165	10.6186	14.574
Si	6.0594	9.2704	10.4978
Si	-2.4789	1.9584	12.9509
Si	4.8167	10.2749	18.1177
Si	8.2732	0.1561	15.3394
Si	6.1434	3.6503	13.99
Si	12.7599	7.3972	21.2548
Si	-3.7655	8.7202	16.7003
Si	0.5013	2.3477	13.2128
Si	5.9196	6.6385	14.849
Si	3.1491	6.3867	16.2594
Si	7.0073	13.4108	16.5494
Si	1.4324	3.7772	10.7234
Si	7.9977	5.2754	10.0918
Si	1.0886	6.8256	11.5449
Si	7.4919	7.541	12.372
Si	8.8025	2.5226	20.8091
Si	2.7665	12.7181	17.7704
Si	5.6924	5.9063	20.4543
Si	5.6653	1.2116	9.956
Si	4.5285	3.8069	11.459
Si	-0.5719	7.9099	13.7096
Si	-0.6472	8.7827	9.6866
Si	-1.2757	3.8403	17.0655
Si	0.5929	8.335	16.298
Si	-1.3477	8.24	18.7881
O	4.7966	3.6612	13.0686
O	9.2929	-0.8885	10.0874
O	1.9403	7.4538	16.2284
O	1.3848	3.4156	14.0805
O	8.1849	8.5068	17.9733
O	5.0812	4.6227	19.6959
O	0.9066	5.2562	11.1558
O	2.1375	5.7976	21.455
O	0.0208	4.2543	16.1671
O	4.7577	5.3926	11.0597
O	-1.314	6.7689	19.5494
O	6.274	7.4142	13.4529
O	3.664	3.0169	18.3249
O	5.8249	9.5839	17.0401
O	8.938	7.4483	13.0949
O	5.4855	2.6624	10.7282
O	11.2696	7.9048	21.6785
O	6.3178	13.8528	17.9648
O	-3.6739	8.9436	11.5676
O	0.6963	2.6115	11.6115
O	7.4631	11.84	16.558
O	-0.686	2.7267	18.1057
O	5.9661	2.6849	15.3003
O	10.311	1.9031	20.5464
O	4.8021	7.2161	20.0715
O	5.4313	-0.1764	10.8245
O	5.2164	2.1269	20.3303
O	9.8891	11.2804	15.463
O	-3.0836	11.6808	13.8731
O	3.7601	6.5129	17.7724
O	9.3128	4.5124	10.0809
O	7.4754	6.3062	11.2456
O	0.994	14.8166	19.9
O	3.8298	11.4774	17.5447
O	-3.0245	9.5137	15.4731
O	2.1415	7.6145	19.6795
O	7.3736	3.179	13.009
O	8.4125	3.2447	16.2015
O	-1.9994	16.0248	17.8314
O	0.6836	7.0272	13.1218
O	8.7513	4.0553	20.2097
O	7.1884	6.1018	19.8412
O	-4.2047	7.2609	16.1201
O	3.0008	3.4943	11.0787
O	2.6019	4.8879	15.9505
O	4.3144	6.7181	15.1565
O	11.0203	7.9381	10.8687
O	11.873	11.7737	13.7136
O	5.7701	10.7225	19.3648
O	-0.0716	8.4199	17.7792
O	2.6571	7.1474	11.2312
O	-0.3828	-1.4109	13.4703
O	2.0159	24.2139	16.4201
O	7.7292	1.4118	20.2449
O	1.5582	12.4044	18.8648
O	-4.5012	5.1171	14.6211
O	-3.7132	1.0224	9.4248
O	9.7556	9.33	20.0059
O	-5.9599	8.0935	10.7561
O	1.0518	9.8045	15.6898
O	-1.084	2.5498	13.5404
O	3.7698	9.1283	18.5449
O	-0.5461	7.6615	15.3269
O	8.763	1.362	11.472

Results
free energy: -129406.986 eV
free energy less fixed offsets of O -568.88, Si -635.61 eV per atom: 3.934 eV

Forces (eV/angstrom), in the order of the atoms: element, x, y, z
Si	0.004	0.0001	-0.01
Si	-0.006	0.0057	-0.0166
Si	-0.0038	0.0048	-0.0093
Si	-0.0035	0.0098	-0.0235
Si	0.0071	-0.0005	-0.0133
Si	0.0044	-0.0006	-0.0129
Si	-0.0093	-0.0076	-0.0189
Si	0.0047	-0.0066	-0.0122
Si	-0.0031	-0.0052	0.0037
Si	-0.0053	0.0042	0.0082
Si	0.0008	0.0007	0.0036
Si	-0.0074	-0.0004	0.0091
Si	-0.0013	0.0033	0.0094
Si	0.0015	-0.0012	0.0008
Si	0.0031	0.0121	0.0079
Si	0.0027	-0.0009	0.0005
Si	0.0003	-0.0001	-0.0026
Si	-0.0012	-0.0001	-0.0061
Si	0.0036	0.005	-0.0092
Si	0.0005	-0.0027	-0.0028
Si	0.0012	0.004	-0.0106
Si	0.0001	-0.0012	-0.0013
Si	-0.0005	-0.0013	-0.0031
Si	-0.002	-0.002	-0.0044
Si	0.0403	0.0101	-0.6583
Si	0.103	-0.0188	0.861
Si	0.3146	-0.1788	0.2513
Si	-0.1101	0.0015	-0.4005
Si	0.1541	0.1539	0.052
Si	0.0751	-0.0958	-0.3026
Si	0.3474	-0.0408	-0.4748
Si	-0.2043	-0.1798	0.682
Si	-0.1212	0.0588	0.0275
Si	0.0011	-0.095	0.028
Si	-0.0258	0.1044	0.0265
Si	0.1462	0.0437	0.0204
Si	-0.0712	-0.0502	-0.0155
Si	-0.0423	0.0326	0.0025
Si	0.0619	0.0647	0.0083
Si	-0.0404	0.0959	0.0144
Si	0.0251	-0.0514	-0.0015
Si	-0.0235	0.036	-0.047
Si	0.0377	-0.0399	0.0128
Si	-0.0145	0.0112	-0.0111
Si	0.011	-0.0014	-0.0409
Si	0.0638	-0.0575	-0.0048
Si	-0.061	0.0159	-0.0162
Si	0.0926	-0.0934	0.0021
Si	0.0379	-0.0234	0.0326
Si	-0.0504	0.0575	0.0068
Si	-0.0691	0.0359	-0.0143
Si	0.0505	-0.0325	0.0199
Si	-0.04	0.0169	0.0161
Si	0.0295	0.0152	0.0394
Si	-0.0134	-0.0084	0.0254
Si	-0.0672	0.107	-0.023
Si	-0.0285	0.0369	-0.0305
Si	0.1633	0.0248	-0.0253
Si	0.0054	-0.0538	0.0148
Si	-0.0483	-0.0124	0
Si	0.0916	-0.0047	-0.0179
Si	-0.0143	0.0262	0.0021
Si	-0.1218	-0.0756	-0.0016
Si	0.0461	-0.1477	-0.0398
Si	-0.0868	0.1625	-0.4425
Si	-0.136	0.1922	0.5352
Si	0.1506	-0.134	-0.3198
Si	0.053	0.0897	0.5613
Si	-0.0823	-0.0266	0.2958
Si	-0.0879	0.0019	-0.374
Si	-0.1209	-0.0807	0.4205
Si	-0.2536	0.1308	-0.7073
Si	0.0067	0.0032	0.0094
Si	-0.0049	0.0012	-0.0094
Si	-0.012	-0.0024	-0.0003
Si	-0.0082	-0.0016	0.0119
Si	-0.0045	-0.0138	-0.0064
Si	0.0019	-0.0118	0.0185
Si	0.0032	0.0146	0.0003
Si	0.005	-0.0003	-0.0105
Si	0.0021	-0.0155	-0.0089
Si	-0.0021	-0.0034	0.0042
Si	0.0033	-0.0002	-0.0124
Si	-0.0252	-0.0393	-0.062
Si	0	0.0099	0.0044
Si	0.0336	-0.0086	0.011
Si	-0.0296	-0.0188	0.0186
Si	-0.009	-0.0086	0.0112
Si	0.0172	-0.0227	0.0339
Si	0.0019	0.0144	0.0526
Si	-0.033	0.0153	0.0218
Si	0.2635	0.2183	0.7533
Si	-0.0425	-0.0233	0.0616
Si	-0.1028	0.0124	-0.5032
Si	0.0098	-0.011	0.0853
Si	-0.004	0.0138	0.0682
O	-0.0648	-0.0282	-0.0431
O	0.0041	0.0078	-0.0208
O	-0.0022	-0.0572	-0.049
O	-0.0005	0.0284	-0.0582
O	-0.0375	0.0149	-0.0501
O	0.0091	-0.0069	-0.0568
O	-0.3057	-0.2514	-0.7604
O	0.3564	0.0954	0.2266
O	0.0025	-0.0008	0.0066
O	-0.0003	-0.0058	0.0161
O	0.0048	-0.0098	0.0222
O	-0.003	0.0023	0.0082
O	-0.005	0.003	0.0121
O	0.0019	-0.0041	0.0125
O	-0.0052	0.0037	0.0053
O	-0.0022	0.0026	0.0084
Si	0.0003	0.001	-0.0059
Si	-0.0045	-0.0018	-0.0316
Si	-0.0304	0.1711	0.0519
Si	-0.005	0.0023	-0.0108
Si	-0.0034	-0.0031	-0.0171
Si	0.0809	-0.0125	0.0292
Si	0.0011	-0.0011	-0.0119
Si	-0.0036	-0.004	-0.018
Si	0.0001	-0.0011	-0.0157
Si	-0.0006	0.0009	-0.0123
Si	-0.004	0.0193	-0.0124
Si	0.0158	-0.0854	0.082
Si	0.0389	0.0592	-0.0686
Si	0.002	-0.0023	-0.0104
Si	-0.0017	0.0031	-0.0247
Si	0.0288	0.0321	-0.0386
Si	-0.0029	0	-0.0058
Si	0.0072	-0.0143	-0.034
Si	-0.043	0.018	-0.0494
Si	0.0408	-0.0023	-0.0847
Si	0.004	-0.0062	-0.0218
Si	-0.0011	0.0005	-0.0275
Si	-0.0718	-0.0287	0.0445
Si	-0.5305	0.5521	0.6683
Si	0.0237	-0.1055	0.0871
Si	0.0454	-0.526	-0.4206
Si	-0.0021	0.0038	-0.0072
Si	-0.0044	0.008	-0.0153
Si	-0.002	-0.0053	-0.0079
Si	0.0455	0.03	0.0453
Si	-0.0315	0.0456	0.0068
Si	-0.1484	-0.0556	-0.0392
Si	0.2123	0.3524	0.1188
Si	-0.0032	-0.004	-0.024
Si	-0.0072	0.0017	-0.0228
Si	-0.0043	0.001	-0.0207
O	0.0105	-0.0042	0.0013
O	0.0504	-0.0916	-0.0456
O	-0.004	0.0026	0.0077
O	0.0076	-0.0034	0.0214
O	0.0016	0.0011	0.0074
O	0.0028	0.0066	0.009
O	0.0132	0.1028	-0.0433
O	-0.0046	0.0024	0.0041
O	-0.0069	0.0005	0.0131
O	-0.1089	-0.0141	0.0061
O	-0.0015	0.001	0.0036
O	0.0396	0.019	0.0106
O	-0.0013	-0.0046	0.0052
O	-0.0106	0.008	0.0103
O	0.0458	0.0725	0.0759
O	-0.0095	-0.0565	0.0036
O	-0.0004	0.001	0.002
O	-0.0066	-0.0002	0.0133
O	-0.035	-0.0015	0.0086
O	0.0362	-0.012	0.027
O	-0.0051	0.006	0.0107
O	0.0003	-0.0004	0.01
O	-0.0019	-0.0086	0.0205
O	-0.0024	0.0006	0.0049
O	0.0025	-0.0034	0.0061
O	-0.004	0.0152	-0.0139
O	0.0008	-0.0037	0.005
O	0.0009	-0.0059	0.0053
O	0.0004	-0.0046	0.0216
O	-0.0045	0.0067	0.0136
O	0.3053	-0.2484	-0.0545
O	0.112	0.0325	-0.0215
O	0.0001	0.0019	0.0077
O	0.0006	-0.0029	0.0063
O	-0.0086	0.001	0.0307
O	0.0015	0.0013	0.0082
O	-0.053	-0.0207	0.0359
O	0.0071	0.0012	0.0156
O	-0.0014	0.0025	0.0108
O	0.0201	0.0312	-0.1029
O	-0.0018	-0.0038	0.0078
O	-0.0069	0.0006	0.0061
O	0.0025	0.0148	0.0222
O	-0.0053	-0.0052	-0.0117
O	-0.0014	0.0047	0.008
O	-0.02	-0.0021	0.0134
O	-0.022	-0.1164	-0.075
O	-0.0075	-0.0014	0.0095
O	-0.0021	0.0008	0.0055
O	-0.0048	-0.0007	0.0078
O	-0.0703	-0.0136	-0.0081
O	0.0102	0.0034	0.0042
O	0.0031	-0.0071	0.0157
O	-0.0015	0.0011	0.0038
O	-0.0036	0.0004	0.0074
O	-0.0305	0.0095	0.0274
O	-0.0152	-0.0184	-0.0033
O	0.0005	0.0009	0.0101
O	-0.0593	0.0108	-0.0185
O	-0.0043	-0.0117	0.0096
O	0.0118	-0.0257	0.0087
O	-0.0004	0.0002	0.0019
O	0.0153	0.0038	0.0059
O	-0.0008	-0.0805	-0.0131

The program warned: the cutoff lies below the one the program advises for these potential files; the forces do not sum to zero within the program's tolerance; the exchange-correlation potential is rough where the density is thin.
